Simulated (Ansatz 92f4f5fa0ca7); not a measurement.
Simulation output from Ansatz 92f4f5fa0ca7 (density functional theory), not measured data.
Periodic cell of 300 atoms, Si196O104, from a study of silicon, its oxide and their interface. The atomic structure is a simulated model.
Doubt: the cutoff is far below the 930 eV that the study's wrapper takes by default for these files, so forces and energies are approximate.

Settings
functional: PBE
potential files: Ansatz PAW
basis: plane waves
wave-function cutoff: 580 eV
density cutoff ratio: 5
exchange-correlation grid ratio: 1
k mesh: 1 x 1 x 1, Gamma-centred
self-consistency stop: 5e-08 eV per atom in the density residual
occupations: fixed
spin: none
net charge: 0

Cell vectors (angstrom)
a, 11.6015, 0, 0
b, 0, 10.938, 0
c, 0, 0, 42.1461

Atoms: element, x, y, z (angstrom)
Si, 0, 0, 0.9665
Si, 3.8672, 0, 0.9665
Si, 7.7343, 0, 0.9665
Si, 1.9336, 1.3673, 0.9665
Si, 5.8008, 1.3673, 0.9665
Si, 9.6679, 1.3673, 0.9665
Si, 0, 5.469, 0.9665
Si, 3.8672, 5.469, 0.9665
Si, 7.7343, 5.469, 0.9665
Si, 1.9336, 6.8362, 0.9665
Si, 5.8008, 6.8362, 0.9665
Si, 9.6679, 6.8362, 0.9665
Si, 1.9336, 2.7345, 41.179
Si, 5.8008, 2.7345, 41.179
Si, 9.6679, 2.7345, 41.179
Si, 0, 4.1018, 41.179
Si, 3.8672, 4.1018, 41.179
Si, 7.7343, 4.1018, 41.179
Si, 1.9336, 8.2035, 41.179
Si, 5.8008, 8.2035, 41.179
Si, 9.6679, 8.2035, 41.179
Si, 0, 9.5708, 41.179
Si, 3.8672, 9.5708, 41.179
Si, 7.7343, 9.5708, 41.179
Si, 0, 0, 4.8337
Si, 3.8672, 0, 4.8337
Si, 7.7343, 0, 4.8337
Si, 1.9336, 1.3673, 4.8337
Si, 5.8008, 1.3673, 4.8337
Si, 9.6679, 1.3673, 4.8337
Si, 0, 5.469, 4.8337
Si, 3.8672, 5.469, 4.8337
Si, 7.7343, 5.469, 4.8337
Si, 1.9336, 6.8362, 4.8337
Si, 5.8008, 6.8362, 4.8337
Si, 9.6679, 6.8362, 4.8337
Si, 1.9336, 2.7345, 2.9001
Si, 5.8008, 2.7345, 2.9001
Si, 9.6679, 2.7345, 2.9001
Si, 0, 4.1018, 2.9001
Si, 3.8672, 4.1018, 2.9001
Si, 7.7343, 4.1018, 2.9001
Si, 1.9336, 8.2035, 2.9001
Si, 5.8008, 8.2035, 2.9001
Si, 9.6679, 8.2035, 2.9001
Si, 0, 9.5708, 2.9001
Si, 3.8672, 9.5708, 2.9001
Si, 7.7343, 9.5708, 2.9001
Si, 2.5558, -2.0183, 29.1144
Si, 3.7161, -0.3244, 31.4453
Si, 7.5929, -0.1269, 31.4125
Si, 1.5189, 1.6903, 31.1754
Si, 5.5894, 1.1397, 31.4334
Si, 9.9768, 2.0022, 31.3421
Si, -2.0434, 4.9419, 30.4751
Si, 3.8481, 5.9798, 32.1398
Si, 7.4265, 5.1572, 31.4247
Si, 2.3286, 5.8466, 29.7292
Si, 5.9526, 6.9373, 31.6884
Si, 11.424, 5.6965, 31.6217
Si, 1.8679, 2.8629, 33.2723
Si, 5.7149, 2.6109, 33.3581
Si, 9.6913, 2.7965, 33.5368
Si, -0.0269, 4.2452, 33.4868
Si, 3.8685, 4.1035, 33.5571
Si, 7.6668, 4.0143, 33.4705
Si, 2.2829, 7.6882, 33.1077
Si, 6.0816, 8.2699, 33.5668
Si, 11.5807, 7.9826, 32.1797
Si, -1.3398, 8.7882, 33.9456
Si, 3.9518, 9.3711, 33.4186
Si, 8.0265, 9.6428, 33.4641
Si, -0.2033, -0.2417, 35.2488
Si, 3.7733, -0.0817, 35.2998
Si, 7.6985, 0.0493, 35.372
Si, 1.7931, 1.2476, 35.1464
Si, 5.7045, 1.3196, 35.3496
Si, 9.6648, 1.3523, 35.4042
Si, 0.0315, 5.5231, 35.4585
Si, 3.8928, 5.4288, 35.4845
Si, 7.7782, 5.5076, 35.3517
Si, 1.9953, 6.8267, 35.3503
Si, 5.8361, 6.832, 35.432
Si, 9.7485, 6.9422, 35.404
Si, 1.9015, 2.6257, 37.2113
Si, 5.8021, 2.7117, 37.2915
Si, 9.676, 2.7366, 37.3172
Si, 0.0197, 4.083, 37.3269
Si, 3.8417, 4.0295, 37.3609
Si, 7.744, 4.1119, 37.2915
Si, 1.9228, 8.2075, 37.2955
Si, 5.8051, 8.2247, 37.3353
Si, 9.6596, 8.2172, 37.3663
Si, -0.0177, 9.578, 37.3174
Si, 3.8484, 9.5781, 37.3034
Si, 7.7332, 9.5998, 37.3081
Si, 0, 0, 39.2455
Si, 3.8672, 0, 39.2455
Si, 7.7343, 0, 39.2455
Si, 1.9336, 1.3673, 39.2455
Si, 5.8008, 1.3673, 39.2455
Si, 9.6679, 1.3673, 39.2455
Si, 0, 5.469, 39.2455
Si, 3.8672, 5.469, 39.2455
Si, 7.7343, 5.469, 39.2455
Si, 1.9336, 6.8362, 39.2455
Si, 5.8008, 6.8362, 39.2455
Si, 9.6679, 6.8362, 39.2455
Si, 1.9426, 2.6972, 6.7721
Si, 5.8389, 2.7133, 6.7714
Si, 9.6417, 2.6855, 6.7934
Si, 0, 4.0151, 6.6589
Si, 3.8843, 4.0501, 6.7053
Si, 7.7447, 4.1148, 6.7903
Si, 1.9522, 8.2502, 6.7368
Si, 5.8287, 8.2717, 6.7184
Si, 9.677, 8.2496, 6.7688
Si, 0.0143, 9.6301, 6.8173
Si, 3.8798, 9.6221, 6.7751
Si, 7.7513, 9.6258, 6.8537
Si, -0.0257, 0.0693, 8.7988
Si, 3.8786, 0.1267, 8.6632
Si, 7.7076, -0.0896, 8.9425
Si, 1.9547, 1.4597, 8.8001
Si, 5.8659, 1.3968, 8.7409
Si, 9.5962, 1.3957, 8.8092
Si, 0.0439, 5.482, 8.4401
Si, 3.9692, 5.5117, 8.5264
Si, 7.736, 5.4719, 8.7626
Si, 1.9963, 6.8223, 8.5989
Si, 5.8438, 6.9258, 8.6278
Si, 9.7031, 6.7732, 8.6087
Si, 2.0974, 2.5197, 12.7425
Si, 5.9299, 2.7958, 10.6253
Si, 9.719, 2.9, 10.6569
Si, 0.0805, 4.2562, 10.4022
Si, 4.1385, 4.3557, 10.5453
Si, 7.7337, 4.2498, 10.8365
Si, 2.0123, 8.2117, 10.5186
Si, 5.4763, 8.1175, 10.6317
Si, 10.1881, 7.5513, 10.7666
Si, -0.0007, 9.3745, 10.544
Si, 3.7738, 9.7084, 10.5554
Si, 7.2158, 9.7292, 11.1735
Si, -0.1264, -1.109, 12.8136
Si, 1.9172, -1.3286, 13.9878
Si, 10.2064, -2.3945, 14.3854
Si, 2.1113, 3.1615, 10.5225
Si, 6.4014, 0.4724, 12.8209
Si, 10.8363, 1.1048, 13.0054
Si, 0.1097, 6.0344, 11.925
Si, 6.9867, 5.8335, 12.5867
Si, 8.283, 7.8351, 12.1596
Si, 2.2938, 7.0078, 12.5698
Si, 4.6114, 6.2532, 12.0324
Si, 10.8001, 5.483, 14.7283
O, 9.5548, 4.6213, 15.2923
O, -0.8639, 7.1049, 15.0505
O, -5.6765, 12.7627, 12.0058
O, 9.7975, 1.7975, 11.9439
O, -0.8221, 5.3296, 13.1136
O, 13.8194, 7.951, 14.0184
O, 12.1022, 4.7118, 15.3058
O, 10.151, 12.1219, 14.4752
O, 5.097, 10.5859, 13.4244
O, 2.4939, 3.6809, 13.8591
O, 9.5506, 4.7518, 21.5646
O, 8.5882, 0.8837, 16.4674
O, 2.4077, 7.4631, 29.7778
O, 3.627, 9.7734, 30.0046
O, 5.8641, 7.6935, 30.177
O, 2.647, 5.3982, 28.2061
O, 9.6152, 5.5633, 28.938
O, 1.0768, 9.5894, 29.0562
O, 5.5353, 1.882, 29.9365
O, 11.5034, 1.4372, 31.151
O, 8.8698, 11.788, 31.0422
O, 7.5102, -1.1682, 30.1251
O, 2.9225, 0.5528, 27.5795
O, -1.8666, 3.2823, 30.3351
Si, 6.1127, 3.1991, 29.1838
Si, 7.2266, 8.9432, 19.2109
Si, 11.5151, 1.2568, 21.1445
Si, -0.4941, 9.2018, 29.2604
Si, 8.7751, -6.4531, 20.1433
Si, 2.6779, 1.9168, 21.5878
Si, 8.4575, 5.2768, 25.56
Si, 5.3365, 6.0878, 25.3523
Si, 7.2082, 0.394, 24.8946
Si, 7.9474, 4.6754, 15.5004
Si, 1.2415, 11.667, 16.4406
Si, 9.8822, 0.1454, 23.2043
Si, 8.1895, 2.4333, 26.9028
Si, 1.8076, 3.7423, 15.3454
Si, 13.5774, 4.968, 17.8382
Si, 14.5498, 10.9827, 19.0393
Si, 5.8304, 11.4636, 18.1504
Si, 6.1733, 2.832, 20.3396
Si, 3.5922, 10.6555, 12.7406
Si, 5.7911, 9.1546, 26.3543
Si, 3.6399, 4.3535, 27.449
Si, 3.0514, 10.1977, 26.5997
Si, 5.5614, 9.0261, 21.5895
Si, 11.9529, -0.9541, 25.0741
Si, 9.7553, 5.9224, 22.6977
Si, 6.8417, 8.5892, 29.225
Si, 10.7452, 0.5269, 27.5011
Si, 9.9791, 11.259, 15.8471
Si, 7.2852, 1.5387, 15.7123
Si, 12.3625, 7.6546, 23.1205
Si, 3.7339, 6.8265, 22.7697
Si, 5.2233, 11.874, 22.5104
Si, 8.4507, 8.6752, 21.8905
Si, 11.509, 6.7394, 18.7267
Si, 11.373, 3.9218, 19.3308
Si, 8.4245, 6.4861, 18.043
Si, 0.8248, -1.6219, 20.3467
Si, 3.6406, 4.6216, 20.5101
Si, 2.0013, 1.8281, 28.0192
Si, 9.3516, 6.9156, 28.0815
O, 11.6224, -0.1827, 20.3474
O, 4.923, 3.8406, 28.2896
O, 7.0786, -1.093, 25.5977
O, 7.6297, 7.9118, 18.0177
O, 10.0626, 6.6928, 17.9451
O, 6.9436, 8.9233, 22.4771
O, 2.6383, 3.0774, 27.1575
O, 5.4943, 7.6124, 25.921
O, 12.4969, 8.6909, 21.8538
O, 2.2449, 7.0291, 23.4066
O, 4.4015, 10.7069, 18.3619
O, 8.0141, 7.6472, 28.6282
O, 2.9873, 8.85, 27.5377
O, 9.2159, 5.3709, 24.1293
O, 6.8363, 5.4456, 25.3815
O, 11.3106, 0.0709, 23.9887
O, 10.599, 7.9669, 28.2839
O, 9.7849, 3.9043, 18.9735
O, 7.3991, 2.8307, 28.2589
O, 11.2484, 11.5869, 16.8128
O, 1.6576, 10.4226, 15.4304
O, 8.1085, -5.1046, 19.5157
O, 3.6679, 5.9489, 21.419
O, 4.7463, 6.1285, 23.8392
O, 11.8693, 8.4683, 24.4665
O, 13.1695, 2.1768, 15.7611
O, 11.6117, 5.5012, 19.8471
O, 7.1237, 1.5971, 25.9888
O, 7.7597, 5.5981, 16.8435
O, 6.0141, 9.2036, 27.9675
O, 1.9235, -0.6578, 25.4233
O, 2.7515, 4.5025, 16.4676
O, 3.0714, 1.2177, 20.1609
O, 6.001, 1.0279, 16.5986
O, 9.0979, 6.4405, 26.5334
O, 7.3549, 3.1737, 15.7441
O, 4.5258, -0.8293, 25.9246
O, 4.2655, 5.1423, 26.1615
O, 2.3146, 9.6288, 19.7203
O, 8.7182, 3.785, 26.161
O, 5.1547, 10.5952, 21.5028
O, 0.0788, 8.2061, 19.4019
O, 5.8895, 8.4891, 20.0704
O, 9.4812, 1.4701, 27.1437
O, 11.3006, 6.4415, 22.8408
O, 8.4658, 9.0127, 20.2891
O, 4.3504, 8.2678, 22.3377
O, 1.1695, 6.4089, 17.7111
O, 14.6299, 5.0231, 19.0589
O, 6.0568, 2.1032, 21.7772
O, 2.0054, 11.5258, 17.8454
O, 12.8269, 1.418, 22.1006
O, 11.5727, 2.5977, 20.2337
O, 2.7256, 3.5204, 21.299
O, 8.7274, 8.2764, 13.7211
O, 8.8184, 7.1426, 22.1991
O, 8.6472, 0.5782, 24.1562
O, 3.7101, 1.4745, 22.7727
O, 6.9999, 10.3965, 18.528
O, 7.6883, 3.34, 20.3321
O, 5.9595, 0.5691, 23.8883
O, 10.128, 1.2392, 22.0137
O, 12.4373, 3.7867, 18.1021
O, 5.9222, 1.8369, 19.0931
O, 5.1462, 4.0807, 20.2468
O, 11.0559, -0.6663, 26.4093
O, 12.048, 1.5234, 27.5985
O, 9.5594, -1.3331, 22.6127
O, 6.5585, 4.2576, 30.3203
O, 7.2006, 0.9799, 14.1713
O, 7.2289, 5.322, 14.1831
O, -1.2398, -0.3334, 28.8444
O, 12.166, 2.0628, 13.0566
O, -0.6667, 8.7921, 30.825
O, 2.0564, 2.0959, 29.645
O, 9.9585, -1.2973, 15.5917
O, 12.504, -5.5731, 30.3479
O, 3.5065, 5.2495, 30.6695
O, 3.151, 1.2947, 12.8317
O, 2.1793, 11.1971, 31.6227

Results
free energy: -183742.313 eV
free energy less fixed offsets of O -568.88, Si -635.61 eV per atom: 0.767 eV

Forces (eV/angstrom), in the order of the atoms: element, x, y, z
Si, 0.0054, 0.0534, 0.0062
Si, 0.0024, 0.0305, 0.0061
Si, -0.0064, 0.0779, 0.0297
Si, 0.0061, -0.0872, -0.0183
Si, -0.0044, -0.0465, -0.0028
Si, -0.0039, -0.0356, 0.0015
Si, 0.0046, -0.031, -0.0248
Si, 0.0006, -0.0205, -0.0013
Si, -0.0013, 0.0663, -0.0009
Si, -0.0005, -0.0533, -0.0189
Si, -0.0073, -0.0257, 0.0081
Si, 0.0084, -0.0298, 0.0015
Si, -0.0004, 0.1501, -0.0702
Si, -0.003, 0.0686, -0.0254
Si, 0.0081, 0.0314, -0.0114
Si, -0.0169, 0.0284, 0.0157
Si, 0.0073, 0.0631, 0.061
Si, -0.0119, -0.0527, 0.0185
Si, 0.0038, 0.0731, -0.0184
Si, -0.0237, -0.0049, 0.046
Si, 0.0053, -0.0122, 0.06
Si, -0.0159, -0.0683, -0.0321
Si, 0.0187, -0.0473, -0.0208
Si, 0.0133, -0.0804, -0.0382
Si, -0.0011, 0.1138, 0.0971
Si, 0.0094, 0.1391, -0.1704
Si, 0.0629, 0.154, 0.3025
Si, 0.0733, -0.2399, -0.0553
Si, 0.0813, -0.125, -0.0512
Si, -0.1219, -0.1202, -0.0493
Si, -0.0661, -0.0461, -0.3549
Si, 0.0328, -0.0119, -0.1718
Si, 0.0203, 0.0716, 0.182
Si, 0.0013, 0.036, 0.0023
Si, 0.0371, 0.0788, -0.053
Si, 0.0115, 0.1251, 0.1148
Si, -0.0045, 0.1064, 0.0448
Si, -0.0043, 0.0683, 0.056
Si, 0.0293, 0.0798, 0.06
Si, -0.0001, 0.1112, -0.117
Si, 0.0084, 0.0632, -0.0735
Si, 0.0045, -0.0712, -0.0143
Si, 0.0003, 0.0008, -0.0591
Si, -0.0112, -0.0232, -0.0646
Si, 0.0104, 0.0186, -0.025
Si, -0.0119, -0.0839, 0.0404
Si, 0.0266, -0.0493, 0.0451
Si, 0.0013, -0.1595, 0.1022
Si, 0.0833, 0.2019, -0.3119
Si, 0.0396, -0.5037, -0.1902
Si, 0.4458, -0.3395, -0.1815
Si, -0.0183, 0.3646, -0.0879
Si, -0.1962, 0.3713, -0.3329
Si, -0.182, 0.2133, 0.7122
Si, -0.1575, 0.1591, -0.4189
Si, -0.0639, -0.3338, 0.0499
Si, -0.0582, -0.3165, -0.1724
Si, 0.0765, -0.1503, -0.3444
Si, -0.0081, 0.3065, -0.4385
Si, 0.2203, -0.163, -0.3363
Si, 0.0165, -0.0416, -0.0095
Si, 0.0629, 0.2243, 0.2948
Si, 0.0582, 0.1189, -0.2985
Si, 0.0459, 0.0863, 0.4088
Si, 0.1153, -0.0237, 0.0258
Si, -0.0654, -0.0278, 0.1894
Si, 0.084, -0.3361, -0.0017
Si, -0.0754, 0.0734, 0.0288
Si, -0.1082, 0.0396, -0.5046
Si, -0.2498, 0.3825, 0.2276
Si, 0.3123, 0.1165, 0.1915
Si, 0.0544, 0.14, 0.1118
Si, 0.0927, -0.0443, -0.0068
Si, -0.0114, 0.0155, -0.137
Si, 0.0713, 0.0812, -0.0407
Si, -0.0423, -0.0366, -0.1606
Si, -0.0802, -0.0188, -0.1913
Si, -0.1769, 0.0513, 0.043
Si, 0.1101, -0.0651, -0.1296
Si, 0.0978, -0.0003, 0.1103
Si, -0.0163, -0.0396, -0.1324
Si, -0.2305, -0.0177, -0.1025
Si, 0.0456, -0.1031, -0.0599
Si, 0.0334, -0.1325, 0.078
Si, -0.1474, 0.0655, -0.0755
Si, -0.0684, 0.104, -0.0944
Si, 0.0495, 0.0613, 0.0293
Si, 0.0082, -0.0622, -0.0333
Si, 0.0665, 0.0371, -0.1005
Si, 0.1393, -0.0294, -0.0803
Si, 0.0683, 0.0663, -0.0771
Si, -0.0504, 0.1047, -0.0802
Si, -0.0647, 0.1044, 0.0209
Si, 0.0822, -0.1235, 0.0573
Si, -0.0636, -0.0794, -0.0001
Si, 0.0192, -0.1036, -0.0572
Si, 0.0317, 0.1078, 0.0595
Si, -0.0243, 0.098, -0.0858
Si, -0.0232, 0.1386, 0.0748
Si, -0.0403, -0.1606, -0.2383
Si, 0.0867, -0.0837, -0.0069
Si, 0.0027, -0.0347, 0.0414
Si, 0.0981, -0.0588, 0.054
Si, -0.1323, -0.1597, 0.1244
Si, -0.0111, -0.0218, -0.0317
Si, -0.0353, -0.0582, -0.1564
Si, 0.0169, -0.0434, -0.0097
Si, -0.0618, -0.1399, 0.2274
Si, -0.0434, 0.1137, -0.0016
Si, 0.0469, 0.1189, -0.1097
Si, -0.068, 0.134, -0.0311
Si, 0.0433, -0.0441, 0.0897
Si, 0.0952, -0.0358, 0.1315
Si, -0.0986, -0.0549, 0.0683
Si, 0.0123, 0.1254, 0.1276
Si, 0.0627, 0.0278, 0.1271
Si, -0.063, 0.0603, 0.12
Si, 0.0079, -0.0587, -0.0166
Si, 0.0367, -0.0767, -0.0328
Si, 0.0416, -0.0346, -0.1504
Si, 0.0749, 0.0351, 0.1735
Si, 0.1453, -0.0606, 0.1069
Si, -0.0697, -0.0063, 0.2005
Si, -0.0208, 0.1389, 0.074
Si, -0.1107, -0.0883, -0.1683
Si, 0.0786, 0.0219, -0.0318
Si, -0.0203, -0.0393, 0.1187
Si, 0.1145, 0.1137, -0.0145
Si, 0.0157, 0.1104, -0.1621
Si, 0.0918, -0.1425, 0.0917
Si, 0.0224, -0.0883, -0.1724
Si, -0.1347, -0.1973, 0.1114
Si, -0.1814, 0.0218, -0.5623
Si, -0.1573, -0.1727, 0.301
Si, 0.1678, -0.3206, 0.4497
Si, 0.113, 0.1611, -0.1991
Si, -0.1122, 0.3759, 0.0143
Si, 0.1578, 0.174, -0.1643
Si, -0.0491, -0.0078, -0.1428
Si, -0.2262, 0.1024, 0.1097
Si, 0.0763, 0.0275, -0.0039
Si, 0.0282, -0.1868, -0.0058
Si, -0.1929, -0.1228, -0.244
Si, -0.0505, -0.1158, -0.1699
Si, 0.3447, -0.1326, 0.1767
Si, -0.2212, 0.295, -0.0648
Si, -0.3521, 0.0229, 0.2171
Si, 0.0089, -0.1923, 0.128
Si, -0.0449, -0.0327, 0.1829
Si, 0.1001, 0.3376, 0.3231
Si, 0.0696, -0.2185, -0.1193
Si, -0.2242, -0.4527, 0.7725
Si, 0.3034, 0.74, 0.2426
Si, -0.0704, 0.3299, 0.3623
Si, 0.0826, -0.0562, -0.4086
Si, 0.0207, -0.0447, 0.063
O, 0.0582, -0.0069, -0.0597
O, 0.076, 0.3251, -0.1778
O, 0.0734, -0.1069, -0.1907
O, -0.0916, 0.2033, -0.3505
O, -0.1145, 0.0418, -0.0606
O, -0.1055, -0.0289, -0.4796
O, -0.0367, 0.0677, -0.0518
O, -0.1018, 0.1262, 0.0118
O, 0.1746, 0.1104, -0.0818
O, 0.0984, -0.0616, -0.2137
O, 0.0267, 0.0128, 0.0992
O, 0.0746, -0.0578, -0.0443
O, -0.1019, 0.014, 0.1606
O, 0.1119, 0.1174, 0.3304
O, -0.129, -0.1141, 0.3765
O, -0.1685, 0.1133, 0.3205
O, 0.0724, -0.4044, 0.3369
O, -0.0808, -0.0057, 0.1306
O, 0.0184, -0.2121, 0.2015
O, -0.1938, -0.0755, -0.2892
O, -0.143, -0.0593, -0.1554
O, -0.0419, 0.1305, 0.1895
O, 0.024, 0.0081, 0.1916
O, 0.0239, 0.1686, -0.125
Si, 0.0096, 0.2269, -0.1338
Si, 0.0643, 0.0471, -0.1339
Si, -0.0957, 0.0022, -0.0819
Si, 0.0864, 0.0491, -0.4176
Si, 0.1252, 0.0791, -0.1815
Si, 0.04, -0.0877, -0.0629
Si, -0.1318, -0.0387, 0.1094
Si, 0.053, -0.0076, 0.1634
Si, 0.0019, -0.0891, 0.2252
Si, 0.0178, -0.0495, 0.2431
Si, -0.1154, 0.0227, -0.0947
Si, -0.0155, 0.0195, 0.2081
Si, 0.0957, -0.0659, -0.2781
Si, 0.0219, -0.1529, 0.3369
Si, -0.1061, 0.0125, -0.0866
Si, 0.073, 0.0054, -0.1018
Si, 0.0524, -0.0408, -0.1382
Si, -0.0519, -0.0854, -0.0825
Si, 0.0932, -0.1547, 0.2488
Si, -0.1103, 0.024, -0.1983
Si, -0.0027, -0.1712, -0.296
Si, 0.0418, 0.1341, -0.1766
Si, 0.0656, -0.0042, 0.0444
Si, 0.1733, 0.0849, 0.1978
Si, -0.1225, 0.0129, 0.1185
Si, 0.0082, 0.0336, -0.0314
Si, 0.1265, 0.0625, -0.1989
Si, 0.0505, 0.1308, -0.0028
Si, -0.1021, -0.0731, 0.1638
Si, -0.0507, 0.1303, 0.1213
Si, 0.1146, -0.0772, 0.1657
Si, 0.0608, -0.0431, 0.1491
Si, -0.0183, 0.0281, -0.0275
Si, 0.0868, -0.0347, -0.0349
Si, 0.0099, -0.0336, -0.2042
Si, 0.0367, 0.0151, 0.0228
Si, -0.0516, -0.0224, -0.0899
Si, -0.0447, -0.0211, -0.1784
Si, -0.0803, -0.0991, -0.4322
Si, -0.0567, 0.0669, -0.1785
O, -0.0199, 0.0329, 0.0217
O, 0.1202, -0.0374, 0.1627
O, 0.0537, 0.0344, -0.0111
O, -0.035, 0.032, 0.0782
O, -0.0445, 0.0192, -0.0652
O, -0.0411, -0.0237, -0.0119
O, 0.0173, 0.0306, 0.1322
O, -0.005, -0.0147, 0.0268
O, 0.033, -0.0094, -0.0364
O, 0.0146, -0.046, -0.0282
O, -0.0369, -0.0161, 0.0676
O, -0.0594, -0.0538, 0.0518
O, -0.0636, -0.1128, 0.2327
O, 0.1081, 0.0023, -0.1817
O, 0.0446, 0.0013, -0.039
O, -0.0889, 0.0469, -0.1669
O, 0.0841, 0.0096, 0.138
O, -0.0194, -0.0051, 0.0854
O, -0.0124, 0.0044, 0.2029
O, 0.0215, -0.0631, -0.0625
O, 0.2304, -0.2234, -0.0633
O, -0.0749, 0.0102, 0.0247
O, -0.0225, 0.0165, -0.0406
O, -0.1059, 0.0309, -0.2246
O, 0.0002, -0.1195, -0.0922
O, 0.0189, 0.0158, -0.0124
O, -0.0323, -0.0443, 0.0435
O, -0.0375, 0.0102, 0.0274
O, 0.0018, 0.0159, -0.0573
O, 0.0681, 0.0422, 0.2067
O, -0.0582, -0.0518, -0.0289
O, -0.1369, -0.0445, -0.0684
O, -0.0256, 0.0495, 0.0695
O, 0.0096, 0.0162, -0.0398
O, 0.0495, 0.0598, 0.1096
O, 0.0141, -0.0019, -0.0873
O, 0.0478, -0.0405, 0.0508
O, -0.0009, 0.0393, 0.0539
O, 0.0227, -0.038, 0.0583
O, 0.0149, 0.0169, 0.0578
O, -0.0163, -0.047, -0.0107
O, -0.0066, 0.087, 0.0739
O, -0.0503, -0.0521, 0.0475
O, -0.0676, 0.0157, 0.1389
O, 0.0581, -0.0369, -0.0397
O, 0.0114, 0.0043, 0.0248
O, 0.0038, 0.0715, -0.0708
O, 0.0051, 0.0063, 0.024
O, 0.1247, -0.0098, 0.1355
O, 0.0227, 0.046, 0.0026
O, -0.0212, 0.0187, 0.0233
O, 0.0383, 0.0521, 0.0785
O, 0.0428, -0.1019, 0.1015
O, -0.0068, 0.0201, 0.0752
O, -0.0934, -0.3294, -0.1353
O, -0.0029, 0.0018, -0.0152
O, 0.0508, -0.0086, -0.1245
O, -0.0536, 0.0475, -0.0185
O, 0.0128, -0.0326, 0.0847
O, -0.0247, -0.0367, 0.0578
O, -0.0925, 0.0773, -0.0924
O, 0.0546, -0.0272, -0.0333
O, 0.0394, 0.0602, 0.0424
O, 0.0007, 0.0614, 0.0278
O, -0.012, 0.0546, 0.0446
O, -0.0538, -0.0681, 0.0352
O, -0.0341, 0.0009, 0.1679
O, -0.0414, -0.0352, -0.0423
O, -0.0058, -0.0437, 0.0668
O, 0.0028, -0.0929, -0.2697
O, -0.0764, 0.2693, -0.6583
O, 0.0043, -0.1033, 0.2122
O, -0.2205, -0.1599, 0.0687
O, 0.2705, -0.178, 0.661
O, -0.025, 0.0241, 0.482
O, 0.0607, -0.2293, 0.012
O, -0.1232, 0.064, 0.1549
O, -0.1349, 0.1231, 0.1113
O, 0.0757, -0.1147, 0.1894
O, 0.0571, -0.0078, -0.0655

The program warned: the cutoff lies below the one the program advises for these potential files; the exchange-correlation potential is rough where the density is thin.
